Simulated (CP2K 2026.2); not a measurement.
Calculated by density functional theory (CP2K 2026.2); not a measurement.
Periodic cell of 504 atoms, Si360O144, from a study of silicon, its oxide and their interface. The atomic structure is a simulated model.
Doubt: the forces sum to 1.26 eV/angstrom along one axis rather than to zero, so they err by at least 0.0025 eV/angstrom per atom on average; the grid cutoff is modest.

Settings
functional: PBE
method: Gaussian and plane waves
basis set: DZVP-MOLOPT-SR-GTH
pseudopotentials: GTH-PBE
grid cutoff: 350 Ry, relative cutoff 50 Ry
k points: Gamma only
occupations: fixed
spin: none
net charge: 0

Cell vectors (angstrom)
a	16.32	0	0
b	0	16.32	0
c	7.4184	5.7086	33.7801

Atoms and the computed forces on them: element, x, y, z (angstrom), force x, y, z (eV/angstrom)
Si	9.057	20.463	33.771	-0.168	0.098	0.751
Si	4.353	1.104	0.159	-0.08	0.085	0.775
Si	1.091	4.277	0.032	0.181	-0.124	0.736
Si	4.229	6.567	0.467	-0.131	0.111	0.747
Si	1.253	9.591	0.004	0.288	-0.14	0.736
Si	3.923	12.624	0.044	-0.01	-0.192	0.764
Si	6.57	15.242	0.034	0.157	-0.095	0.755
Si	9.78	1.254	0.136	-0.215	0.11	0.704
Si	6.505	4.332	0.152	0.425	-0.359	0.582
Si	9.183	7.037	0.085	0.133	-0.03	0.73
Si	14.286	14.858	33.753	-0.005	0.243	0.724
Si	17.213	17.609	33.655	-0.343	0.241	0.739
Si	11.85	15.212	0.176	0.141	-0.043	0.762
Si	14.67	1.673	0.104	0	-0.158	0.759
Si	19.846	9.533	33.727	-0.085	0.295	0.737
Si	22.71	12.289	33.773	-0.242	0.098	0.725
Si	12.113	9.759	0.124	0.058	-0.252	0.74
Si	22.744	17.547	33.774	-0.163	0.198	0.778
Si	2.73	16.293	1.393	0	0.005	-0.04
Si	5.467	2.682	1.457	0.02	0.013	-0.008
Si	2.634	5.309	1.517	-0.081	-0.056	-0.022
Si	5.464	8.162	1.564	0.022	0.007	-0.034
Si	2.807	10.888	1.24	-0.017	0.026	-0.06
Si	5.444	13.708	1.425	0.007	0.003	-0.063
Si	8.154	16.371	1.35	0.008	0.029	-0.066
Si	10.952	2.758	1.439	0.013	0.024	-0.058
Si	8.151	5.434	1.42	-0.039	0.008	-0.034
Si	10.842	8.177	1.314	0.017	0.004	-0.009
Si	8.099	10.831	1.167	-0.015	-0.012	-0.089
Si	10.749	13.552	1.348	-0.004	-0.089	-0.01
Si	13.55	16.335	1.35	0.036	-0.006	-0.049
Si	16.246	2.784	1.416	-0.002	-0.001	-0.037
Si	13.607	5.446	1.229	0.012	-0.004	-0.046
Si	16.397	8.102	1.391	-0.008	0.023	-0.038
Si	13.669	10.902	1.402	0.005	0.017	-0.035
Si	16.363	13.556	1.247	-0.021	0.01	-0.04
Si	1.333	1.364	2.69	0.005	0.008	-0.02
Si	4.043	3.977	2.816	0.024	-0.01	0.043
Si	1.372	6.782	2.822	0.017	0.015	0.026
Si	4.088	9.597	2.747	-0.053	-0.026	0.008
Si	1.399	12.209	2.656	0.031	0.012	0.041
Si	4.081	15.001	2.82	0.003	0.015	0.029
Si	6.861	1.38	2.793	-0.017	-0.017	0.028
Si	9.55	4.101	2.742	0	0.005	0.012
Si	6.814	6.757	2.852	-0.007	-0.043	0.037
Si	9.471	9.543	2.666	-0.029	0.005	0.014
Si	6.815	12.226	2.629	0.024	-0.016	-0.023
Si	9.437	14.93	2.721	0.001	0.009	0.026
Si	12.256	1.356	2.794	0.008	-0.011	0.035
Si	14.91	4.15	2.756	-0.023	0.02	0.014
Si	12.231	6.788	2.625	0.019	0.021	-0.015
Si	14.984	9.467	2.722	-0.001	-0.025	0.028
Si	12.253	12.289	2.693	-0.022	-0.011	0.006
Si	14.971	14.934	2.614	0.008	-0.006	0.002
Si	16.305	16.295	4.025	-0.012	-0.019	0
Si	2.678	2.651	4.144	-0.008	0.009	0.004
Si	16.284	5.462	4.143	-0.019	-0.029	-0.014
Si	2.745	8.192	4.103	0.005	-0.023	-0.022
Si	16.348	10.864	4.049	0.01	0.019	-0.035
Si	2.713	13.574	4.086	0.012	-0.017	-0.03
Si	5.461	16.353	4.14	-0.021	-0.001	-0.014
Si	8.206	2.743	4.125	-0.022	-0.016	0.003
Si	5.408	5.394	4.139	0.007	0.031	-0.005
Si	8.186	8.175	4.114	0.025	0	-0.03
Si	5.465	10.925	4.077	0.033	0.013	-0.007
Si	8.118	13.568	4.076	-0.024	0.033	0.014
Si	10.85	16.29	4.073	0.012	0.002	-0.025
Si	13.604	2.739	4.122	0.013	0.005	-0.02
Si	10.908	5.466	4.071	0.021	-0.002	-0.011
Si	13.58	8.129	4.045	0.007	0.008	-0.011
Si	10.871	10.893	4.025	-0.008	-0.004	-0.032
Si	13.615	13.629	4.047	-0.011	0.005	0.007
Si	17.639	14.976	16.295	0.012	0.002	0.008
Si	4.066	17.723	16.252	0.006	0.007	-0.01
Si	17.679	4.087	16.306	0.018	-0.002	0.006
Si	4.069	6.772	16.306	-0.012	-0.005	0.001
Si	17.669	9.502	16.29	-0.005	-0.014	0
Si	4.082	12.221	16.304	0.001	0.001	-0.009
Si	6.826	14.958	16.273	0.001	0.01	0.009
Si	9.515	17.675	16.326	-0.004	0.002	-0.003
Si	6.804	4.095	16.31	0.006	-0.002	-0.004
Si	9.541	6.821	16.351	0	0.008	0.012
Si	6.815	9.531	16.326	-0.008	0.018	0.004
Si	9.558	12.23	16.308	0.002	-0.007	0.001
Si	12.244	14.95	16.329	-0.011	0.009	-0.001
Si	14.966	17.638	16.311	0.014	-0.009	0.001
Si	12.213	4.084	16.31	0.003	0.005	0.002
Si	14.954	6.814	16.324	0.002	0.003	0.003
Si	12.257	9.525	16.354	-0.002	-0.001	-0.001
Si	14.89	12.223	16.302	-0.016	0.001	0.003
Si	19.032	16.369	17.591	-0.022	0.019	0.028
Si	5.387	19.088	17.639	0.004	0.001	0.015
Si	19.027	5.433	17.704	-0.001	0.006	0.015
Si	5.406	8.169	17.629	-0.009	0.006	0.02
Si	19.011	10.863	17.642	0.04	-0.004	0.012
Si	5.499	13.571	17.613	0.008	-0.002	-0.007
Si	8.152	16.306	17.673	-0.001	-0.016	0.03
Si	10.884	19.025	17.688	-0.026	0.026	0.008
Si	8.188	5.431	17.676	-0.005	-0.017	0.014
Si	10.915	8.177	17.737	0.022	-0.021	0.007
Si	8.224	10.874	17.681	0.006	-0.016	0.008
Si	10.913	13.57	17.689	0.006	-0.014	0.036
Si	13.596	16.305	17.705	0.011	-0.008	0.009
Si	16.363	18.984	17.631	0.009	-0.006	0.016
Si	13.537	5.485	17.651	-0.005	0.016	0.003
Si	16.341	8.154	17.69	-0.006	0.007	0.001
Si	13.601	10.865	17.755	0.004	0.011	0.036
Si	16.195	13.645	17.61	-0.016	0.017	-0.004
Si	17.74	17.678	19.072	0.01	0.019	-0.019
Si	20.351	4.061	19.094	-0.012	-0.036	0.011
Si	17.703	6.821	19.075	0.027	0.018	0.009
Si	20.371	9.506	19.024	-0.061	-0.016	-0.005
Si	17.534	12.24	18.856	-0.015	-0.039	-0.034
Si	20.416	14.973	18.839	0.022	0.005	-0.039
Si	6.735	17.712	18.945	0.007	-0.027	-0.038
Si	9.563	4.08	19.061	-0.001	0.017	-0.023
Si	6.782	6.813	18.951	0.001	0.002	-0.035
Si	9.59	9.563	19.106	0.014	0.022	0.014
Si	6.876	12.242	19.009	-0.003	0.04	-0.007
Si	9.532	14.918	19.02	-0.026	0.017	-0.041
Si	12.233	17.655	19.059	-0.013	0.002	-0.006
Si	14.915	4.038	18.835	0.005	-0.013	-0.025
Si	12.249	6.826	19.147	0.001	-0.015	-0.004
Si	14.988	9.468	19.093	-0.017	0.015	-0.033
Si	12.261	12.254	19.138	0.007	0.001	-0.013
Si	14.923	14.962	19.119	0	-0.022	0.021
Si	16.35	16.31	20.416	0.014	-0.006	0.005
Si	19.089	18.999	20.572	0	-0.033	0.081
Si	16.266	5.339	20.175	0.014	0	0.017
Si	19.009	8.2	20.519	0.012	0.028	0.039
Si	16.292	10.943	20.377	-0.046	-0.002	0.037
Si	18.92	13.652	20.014	-0.022	0.076	-0.003
Si	5.386	16.309	20.258	-0.019	0	0.048
Si	8.099	19.041	20.308	0.001	0.009	0.04
Si	5.389	5.507	20.336	-0.029	0.02	0.066
Si	8.162	8.154	20.306	-0.002	0	0.023
Si	5.497	10.885	20.294	0.069	-0.004	0.026
Si	8.205	13.568	20.442	0.027	-0.046	0.036
Si	10.888	16.258	20.403	0.035	-0.055	0.049
Si	13.635	19.064	20.299	-0.005	-0.021	0.047
Si	10.896	5.432	20.514	-0.031	0.002	0.047
Si	13.684	8.13	20.552	-0.002	0.019	0.047
Si	10.923	10.908	20.567	0.012	0.029	0.049
Si	13.602	13.619	20.576	-0.014	-0.018	0.034
Si	17.937	15.048	21.609	-0.272	-0.065	-0.669
Si	20.201	17.242	21.801	0.151	0.374	-0.733
Si	17.359	3.883	21.626	0.241	0.009	-0.74
Si	20.721	7.124	21.742	-0.297	-0.204	-0.797
Si	17.933	9.982	21.711	-0.261	-0.431	-0.608
Si	20.153	12.186	21.233	0.237	-0.016	-0.643
Si	6.967	15.214	21.551	-0.129	-0.313	-0.752
Si	9.207	17.394	21.526	0.083	0.161	-0.817
Si	6.929	4.312	21.574	-0.136	-0.225	-0.744
Si	9.159	6.556	21.68	0.364	0.196	-0.721
Si	6.657	9.324	21.625	0.143	0.25	-0.681
Si	9.755	12.501	21.914	-0.187	-0.203	-0.735
Si	11.976	14.75	21.891	0.199	0.119	-0.768
Si	15.208	17.961	21.621	-0.003	-0.139	-0.734
Si	12.561	4.247	21.73	-0.232	-0.042	-0.676
Si	14.857	6.394	21.694	0.057	0.23	-0.719
Si	12.592	9.797	21.834	-0.14	-0.18	-0.774
Si	14.826	12.029	21.859	0.133	0.308	-0.696
Si	17.505	4.929	27.91	0.143	-0.04	0.044
Si	7.606	11.275	23.721	0.116	0.012	0.092
Si	6.304	11.277	26.58	0.076	-0.045	-0.172
Si	12.851	17.975	31.07	-0.055	0.148	-0.087
Si	7.852	9.463	28.353	0.028	-0.001	0.01
Si	7.595	16.314	26.055	-0.084	0.049	0.032
Si	10.153	8.046	26.712	0.005	-0.08	0.088
Si	19.297	6.046	29.795	-0.079	-0.061	-0.054
Si	11.302	20.007	24.473	0.015	-0.028	-0.059
Si	13.129	20.089	26.9	-0.051	-0.156	0.036
Si	12.765	15.155	30.942	0.036	-0.002	0.112
Si	14.663	17.742	26.22	0.033	-0.043	-0.033
Si	10.23	13.598	31.718	-0.093	0.094	0.05
Si	21.929	17.893	30.728	0.089	-0.024	0.103
Si	10.504	8.764	31.814	0.03	-0.006	0.037
Si	18.552	10.221	24.492	-0.139	-0.012	-0.088
Si	7.047	5.454	31.877	0.157	0.023	0.044
Si	19.967	6.142	27.052	0.058	0.046	0.032
Si	15.851	7.44	28.359	0.008	0.046	-0.049
Si	18.514	11.48	31.804	-0.046	-0.152	0.027
Si	14.097	12.744	29.969	-0.033	-0.073	0.022
Si	15.212	20.795	31	-0.143	-0.034	0.189
Si	16.981	5.93	23.811	0.037	-0.031	-0.267
Si	17.631	13.81	26.819	-0.053	0.075	-0.157
Si	12.987	10.403	31.328	0.091	-0.004	0.084
Si	10.599	6.894	29.342	0.132	-0.001	0.046
Si	16.809	7.134	31.075	-0.075	0.133	0.002
Si	20.121	12.513	25.54	-0.028	-0.083	0.026
Si	21.471	15.144	29.362	0.072	-0.03	-0.124
Si	7.522	13.855	27.848	0.071	-0.012	0.156
Si	9.493	11.936	29.24	0.09	0.059	-0.114
Si	20.103	17.001	27.431	0.011	-0.087	0.067
Si	14.003	9.078	26.697	0.07	0.012	0.142
Si	21.33	17.403	24.813	-0.063	-0.064	-0.134
Si	16.781	9.691	27.017	0.123	0.038	-0.111
Si	16.01	18.051	30.722	0.061	-0.172	-0.051
Si	15.797	20.287	26.005	0.024	-0.088	-0.141
Si	10.182	6.381	24.404	-0.078	0.018	0.065
Si	12.499	20.827	29.726	-0.063	-0.085	0.139
Si	16.948	11.795	29.191	-0.062	0.127	0.1
Si	14.003	16.079	23.81	-0.094	-0.035	-0.116
Si	6.52	18.375	28.123	-0.042	-0.07	-0.034
Si	9.299	18.049	24.456	-0.075	-0.065	-0.018
Si	12.474	10.889	28.555	-0.092	0.068	0.188
Si	5.473	13.475	23.379	0.05	0.066	0
Si	6.639	19.831	24.484	0.014	0.054	-0.091
Si	12.082	8.409	24.594	-0.064	0.044	-0.002
Si	16.261	13.819	23.905	0.051	-0.096	0.016
Si	7.617	6.617	29.071	-0.007	0.069	0.064
Si	6.324	4.886	26.95	0.005	0.038	0.02
Si	20.805	20.375	31.475	0.014	0.022	-0.071
Si	20.801	13.616	31.813	0.124	0.029	-0.01
Si	17.13	16.756	28.052	0.005	-0.006	-0.007
Si	19.561	7.461	24.44	-0.006	-0.089	-0.082
Si	1.341	14.947	5.418	0.013	0.017	-0.013
Si	4.072	1.343	5.501	0.014	-0.004	0.006
Si	1.334	4.068	5.462	0.002	0.013	-0.003
Si	4.08	6.808	5.465	-0.005	-0.011	0.005
Si	1.363	9.527	5.453	-0.008	0.013	-0.007
Si	4.092	12.252	5.451	-0.007	-0.002	0.008
Si	6.79	14.941	5.46	-0.002	-0.015	0.005
Si	9.533	1.345	5.461	-0.004	0	0
Si	6.807	4.069	5.479	-0.011	-0.001	-0.007
Si	9.554	6.818	5.45	-0.006	-0.003	0.004
Si	6.803	9.536	5.44	-0.015	0.004	-0.009
Si	9.523	12.239	5.418	0.011	-0.005	-0.007
Si	12.243	14.962	5.427	0.015	0.002	-0.006
Si	14.973	1.347	5.427	0.008	0	-0.005
Si	12.232	4.092	5.457	-0.005	0.001	0.005
Si	14.922	6.814	5.471	0	0.004	0.003
Si	12.226	9.517	5.392	-0.015	-0.009	-0.007
Si	14.969	12.236	5.393	-0.003	-0.005	-0.009
Si	2.702	16.286	6.814	0.013	-0.008	0.007
Si	5.44	2.715	6.835	-0.013	0.009	-0.004
Si	2.704	5.442	6.806	-0.001	0.01	-0.005
Si	5.45	8.171	6.807	0	-0.012	0.003
Si	2.731	10.883	6.803	0.013	-0.007	-0.005
Si	5.432	13.602	6.827	-0.018	0.015	0.008
Si	8.161	16.307	6.807	-0.005	-0.003	-0.01
Si	10.881	2.721	6.811	0.012	-0.008	0.003
Si	8.176	5.453	6.802	-0.01	0.002	-0.003
Si	10.899	8.174	6.805	0.003	-0.007	-0.001
Si	8.167	10.888	6.797	0.008	-0.01	0
Si	10.885	13.594	6.783	-0.002	0.004	0.005
Si	13.598	16.324	6.789	-0.013	0.007	0
Si	16.313	2.7	6.816	0.004	-0.009	0
Si	13.586	5.44	6.827	0.001	0.004	0.003
Si	16.308	8.172	6.804	-0.012	0.004	0
Si	13.598	10.876	6.754	0.003	0.007	-0.001
Si	16.308	13.591	6.783	0.001	0.003	-0.006
Si	17.677	17.665	8.169	0	0.007	-0.004
Si	4.073	4.088	8.169	0.019	0.015	-0.003
Si	17.665	6.805	8.161	-0.002	-0.014	-0.002
Si	4.083	9.522	8.165	-0.008	0.002	0.007
Si	17.679	12.243	8.15	0.007	0.001	-0.001
Si	4.068	14.949	8.184	0	-0.016	0.004
Si	6.802	17.666	8.175	-0.011	-0.014	0.001
Si	9.52	4.082	8.165	-0.002	-0.013	-0.003
Si	6.811	6.808	8.161	0.003	0.009	-0.002
Si	9.523	9.525	8.156	0.001	0.001	0
Si	6.803	12.237	8.164	-0.012	0.013	-0.003
Si	9.528	14.951	8.156	0.002	0.016	0.003
Si	12.245	17.682	8.161	0.008	0.011	0.002
Si	14.953	4.071	8.167	-0.012	-0.001	-0.002
Si	12.237	6.807	8.176	0.004	-0.005	0.009
Si	14.949	9.532	8.15	0.007	-0.007	-0.003
Si	12.245	12.23	8.135	-0.008	-0.002	-0.003
Si	14.953	14.955	8.145	0.002	0.003	-0.001
Si	16.308	16.309	9.519	0.005	0.001	0
Si	2.717	2.716	9.519	-0.004	-0.009	-0.002
Si	16.312	5.439	9.519	0.006	0.002	-0.001
Si	2.715	8.163	9.516	0.015	0.006	-0.003
Si	16.318	10.882	9.508	-0.016	0.01	-0.004
Si	2.71	13.588	9.533	0.009	0.013	0.005
Si	5.436	16.314	9.53	-0.008	0	0
Si	8.163	2.718	9.523	0	0.014	-0.005
Si	5.442	5.449	9.516	-0.013	-0.003	-0.005
Si	8.168	8.165	9.522	-0.002	-0.004	0.004
Si	5.442	10.88	9.526	0.008	-0.006	0
Si	8.161	13.599	9.518	-0.004	-0.015	0.001
Si	10.881	16.319	9.513	0.005	0	-0.003
Si	13.593	2.72	9.53	-0.003	-0.008	0.005
Si	10.877	5.441	9.528	-0.001	0.009	-0.002
Si	13.602	8.167	9.521	-0.004	-0.008	0.004
Si	10.885	10.882	9.509	0	-0.003	0.002
Si	13.597	13.594	9.502	0.009	0.008	0
Si	17.67	14.956	10.882	-0.001	-0.01	0.007
Si	4.077	17.679	10.88	0.016	0.004	0.003
Si	17.674	4.079	10.872	0.001	0	-0.002
Si	4.08	6.808	10.873	0	0.002	0
Si	17.676	9.522	10.876	0	-0.009	0
Si	4.077	12.232	10.89	-0.005	-0.002	0.003
Si	6.801	14.955	10.883	-0.005	0.006	-0.005
Si	9.527	17.681	10.88	0	-0.008	-0.001
Si	6.8	4.084	10.872	-0.006	0	-0.001
Si	9.521	6.802	10.886	-0.002	-0.009	0.002
Si	6.805	9.521	10.881	-0.005	0.002	0.003
Si	9.52	12.236	10.87	-0.003	0.018	-0.002
Si	12.24	14.955	10.866	-0.007	-0.003	0
Si	14.951	17.673	10.879	0	0.009	0.001
Si	12.235	4.082	10.89	0.002	0.001	0.002
Si	14.954	6.8	10.88	-0.002	0.001	0.003
Si	12.236	9.52	10.876	0.003	0.002	0.003
Si	14.957	12.238	10.865	0.013	-0.006	-0.003
Si	2.713	16.32	12.236	0.002	0	-0.002
Si	5.443	2.721	12.227	-0.006	0.005	0
Si	2.715	5.446	12.222	0.01	-0.003	-0.002
Si	5.444	8.161	12.237	0.002	0.004	-0.003
Si	2.716	10.872	12.249	0.003	0.009	0.011
Si	5.438	13.598	12.245	0.006	-0.001	0.005
Si	8.167	16.318	12.235	-0.008	0.002	0.007
Si	10.878	2.721	12.251	0.004	0.007	0.006
Si	8.155	5.442	12.238	-0.006	-0.005	-0.004
Si	10.885	8.159	12.243	-0.009	-0.005	0.002
Si	8.168	10.877	12.239	0.002	-0.007	-0.003
Si	10.878	13.598	12.222	-0.005	-0.012	-0.005
Si	13.588	16.315	12.236	0.002	-0.004	0
Si	16.308	2.724	12.228	-0.001	-0.002	-0.001
Si	13.595	5.444	12.248	0.001	0.001	0.005
Si	16.314	8.162	12.234	0.003	-0.007	0.002
Si	13.598	10.882	12.226	0.005	0.011	0
Si	16.313	13.589	12.233	-0.006	0.008	-0.002
Si	17.667	17.689	13.579	-0.006	0.009	0.002
Si	4.088	4.095	13.57	-0.003	-0.005	-0.003
Si	17.667	6.791	13.586	0.006	0	-0.005
Si	4.081	9.506	13.603	0.012	-0.01	0.003
Si	17.671	12.237	13.605	0.002	-0.001	0.002
Si	4.07	14.96	13.6	-0.007	0.003	0.007
Si	6.805	17.682	13.585	0.008	0.001	-0.004
Si	9.508	4.083	13.602	-0.014	0.018	0
Si	6.809	6.811	13.6	-0.008	-0.012	0.01
Si	9.527	9.515	13.604	0	0.006	0.004
Si	6.809	12.239	13.595	-0.006	0.001	-0.006
Si	9.537	14.961	13.59	0.002	-0.003	-0.009
Si	12.241	17.679	13.611	-0.001	-0.01	0.01
Si	14.952	4.075	13.603	0.008	-0.002	0.003
Si	12.243	6.807	13.613	0.001	-0.004	-0.002
Si	14.954	9.526	13.589	-0.015	-0.001	-0.006
Si	12.225	12.23	13.577	0	0.015	-0.013
Si	14.941	14.939	13.58	0.019	-0.009	-0.004
Si	16.301	16.31	14.912	-0.017	0.005	0.002
Si	19.029	2.755	14.911	0.009	0.001	-0.008
Si	16.305	5.443	14.96	-0.008	-0.009	0.005
Si	19.03	8.134	14.945	0.002	0.003	0.004
Si	16.299	10.882	14.96	0.014	0.009	0.001
Si	19.029	13.601	14.967	0.01	-0.003	-0.002
Si	5.443	16.328	14.939	0	0.002	0.005
Si	8.154	2.713	14.961	-0.009	-0.006	0.007
Si	5.447	5.444	14.941	0.005	0.008	0.001
Si	8.172	8.163	14.974	-0.004	-0.012	-0.004
Si	5.452	10.873	14.949	-0.004	0.003	0.004
Si	8.192	13.59	14.941	-0.007	0.008	0.005
Si	10.883	16.317	14.971	-0.004	-0.008	0.003
Si	13.602	2.716	14.978	0.008	0.017	0.001
Si	10.864	5.45	14.958	0	-0.017	0.002
Si	13.606	8.178	14.967	0.011	0.008	0.005
Si	10.9	10.862	14.959	0.003	0.008	-0.014
Si	13.564	13.59	14.936	-0.006	-0.026	-0.005
O	11.74	6.849	24.323	0.315	-0.572	-0.172
O	9.8	17.912	22.934	0.485	0.042	0.227
O	6.662	14.732	28.919	0.314	0.302	0.107
O	8.069	5.389	21.996	-0.026	0.033	0.231
O	20.272	6.644	23.236	0.07	-0.506	0.195
O	10.854	13.64	22.374	0.187	0.035	0.511
O	19.177	11.031	21.818	0.001	-0.133	0.177
O	15.654	12.328	29.997	0.269	-0.012	0.255
O	11.977	9.245	23.231	-0.231	0.173	0.081
O	11.481	10.051	31.831	-0.043	0.445	0.299
O	12.055	19.768	23.061	-0.131	-0.262	-0.001
O	16.255	5.639	31.279	0.176	-0.268	0.104
O	6.278	14.793	22.971	0.022	0.176	0.485
O	8.057	16.333	21.991	-0.005	0.038	0.277
O	9.152	14.626	32.367	-0.287	0.277	-0.612
O	12.852	5.725	33.346	-0.04	-0.025	-0.181
O	10.183	19.371	33.282	0.138	0.166	-0.526
O	14.615	20.301	32.444	-0.02	-0.6	-0.245
O	20.284	7.152	25.848	0.569	0.548	0.018
O	18.26	5.793	33.451	-0.095	0.141	-0.396
O	14.415	17.328	22.885	-0.306	0.081	0.214
O	12.97	9.918	29.778	0.246	-0.631	-0.158
O	12.622	15.435	23.243	-0.247	-0.004	0.389
O	13.387	15.263	32.449	0.036	0.142	-0.19
O	17.505	14.242	22.961	0.414	-0.081	0.333
O	20.121	16.96	25.802	-0.469	-0.332	-0.138
O	5.547	8.233	22.086	-0.102	0.056	0.389
O	9.114	9.252	32.48	-0.347	-0.254	-0.216
O	21.036	4.937	27.047	-0.125	-0.582	-0.099
O	7.446	17.343	27.299	0.214	0.222	0.057
O	18.423	16.547	33.394	0.076	-0.046	-0.29
O	22.198	13.054	32.414	0.148	0.053	-0.252
O	13.992	21.326	30.085	0.247	0.322	-0.431
O	20.905	17.423	23.259	0.255	0.261	0.005
O	20.347	14.948	32.595	-0.042	0.202	-0.226
O	16.298	5.08	24.984	-0.357	-0.019	0.347
O	20.832	19.079	30.515	-0.574	0.056	-0.574
O	12.241	17.872	32.56	0.244	-0.213	-0.043
O	12.276	20.573	28.157	-0.34	0.01	-0.346
O	13.41	12.217	28.597	0.167	0.435	-0.524
O	18.417	21.096	29.239	-0.227	-0.634	0.08
O	15.466	13.797	33.299	0.069	-0.16	-0.619
O	6.915	6.19	27.687	0.155	0.537	-0.173
O	5.43	5.555	0.044	0.105	0.003	-0.139
O	12.345	20.494	25.568	0.042	0.19	0.113
O	8.971	8.937	27.317	0.03	0.296	-0.387
O	9.176	6.235	28.981	-0.075	-0.286	-0.397
O	16.66	17.058	29.6	0.095	-0.134	0.139
O	16.969	8.133	27.4	0.526	-0.405	-0.258
O	17.901	10.137	25.971	0.175	0.235	0.203
O	13.527	8.473	25.285	0.485	-0.292	-0.384
O	16.719	7.777	32.56	-0.17	0.635	-0.159
O	10.598	18.714	25.137	0.338	-0.323	0.639
O	14.062	9.671	32.319	0.455	-0.404	-0.293
O	18.165	11.566	30.234	0.463	-0.066	-0.276
O	8.024	19.024	24.513	-0.054	-0.037	-0.129
O	16.791	17.997	32.134	0.14	0.204	-0.263
O	16.291	19.072	22.169	-0.08	-0.114	0.525
O	10.925	11.379	28.679	-0.085	0.033	-0.115
O	7.475	11.151	33.296	0.055	-0.003	-0.685
O	20.97	8.423	33.272	0.234	0.047	-0.406
O	9.456	7.144	23.175	-0.263	0.535	0.157
O	17.78	4.867	22.867	0.446	0.233	0.438
O	17.197	12.8	27.977	-0.18	-0.016	-0.26
O	14.455	17.766	31.05	0.135	-0.369	0.312
O	6.764	4.846	25.388	0.249	0.481	-0.159
O	19.027	16.154	22.101	0.106	-0.048	0.478
O	6.266	16.432	25.14	0.094	-0.537	-0.104
O	6.231	20.124	22.953	-0.411	-0.225	0.288
O	12.395	16.609	30.321	-0.321	-0.074	-0.577
O	18.356	7.075	30.598	0.308	0.33	-0.025
O	17.442	15.246	27.535	-0.043	0.106	0.004
O	22.234	17.959	32.299	-0.225	0.169	-0.111
O	17.184	11.917	32.596	-0.195	-0.379	-0.237
O	21.438	16.412	30.359	-0.154	-0.006	0.191
O	17.999	7.027	24.401	-0.09	0.13	0.328
O	21.039	11.363	26.243	-0.173	-0.463	0.26
O	20.442	5.432	30.724	0.218	0.491	0.255
O	9.046	11.897	23.279	0.16	0.064	0.557
O	21.259	18.048	27.888	-0.305	0.452	-0.141
O	14.41	7.898	27.756	-0.295	-0.185	0.304
O	19.217	11.699	24.464	0.034	0.247	-0.196
O	22.252	20.645	32.155	0.204	-0.293	0.545
O	8.458	10.69	29.214	-0.211	0.162	0.476
O	7.407	9.856	22.978	0.473	-0.516	0.203
O	20.556	13.252	22.392	-0.302	0.242	-0.067
O	16.77	10.38	28.469	0.096	-0.325	0.216
O	10.341	8.163	30.324	-0.358	0.432	-0.304
O	10.96	8.95	25.637	-0.062	0.531	0.054
O	15.939	7.879	29.929	-0.472	0.334	0.184
O	16	19.599	30.237	0.196	0.197	-0.564
O	7.048	5.772	30.308	-0.169	-0.094	-0.154
O	22.966	6.81	32.643	0.357	0.171	-0.254
O	19.74	20.092	32.639	-0.153	-0.517	-0.195
O	14.516	4.568	26.782	0.126	0.638	0.143
O	9.565	6.799	25.842	-0.27	-0.188	0.187
O	13.337	11.998	31.213	-0.25	0.302	0.624
O	21.184	13.542	24.862	0.104	0.552	0.19
O	13.698	5.342	22.193	0.076	0.223	0.508
O	20.884	13.906	30.226	-0.104	-0.376	-0.288
O	13.874	14.338	30.079	0.415	0.344	-0.415
O	19.673	9.068	24.274	0.592	0.149	-0.194
O	11.357	14.378	30.886	0.005	0.214	-0.354
O	20.539	15.559	28.09	-0.216	-0.481	-0.078
O	11.124	7.496	27.914	0.637	0.155	-0.181
O	6.573	9.996	27.52	-0.648	-0.169	0.209
O	7.329	11.165	25.309	0.489	-0.118	0.336
O	11.503	5.75	30.054	0.175	0.154	0.495
O	7.408	8.214	29.281	-0.351	0.101	0.521
O	7.837	14.817	26.594	0.208	-0.244	-0.343
O	18.489	5.561	26.792	-0.316	-0.153	-0.626
O	8.908	16.672	25.181	0.551	-0.552	-0.191
O	19.066	10.059	32.374	-0.001	-0.296	-0.597
O	6.863	19.882	27.691	0.193	0.172	0.313
O	15.161	14.976	23.783	0.094	0.132	0.056
O	17.47	9.945	23.298	-0.682	0.075	0.318
O	16.893	19.951	27.172	0.203	-0.395	0.228
O	9.577	12.484	30.757	-0.427	-0.091	0.101
O	16.746	13.656	25.45	-0.317	-0.228	0.049
O	15.826	6.724	22.977	0.142	0.397	0.27
O	6.455	12.231	23.138	-0.318	0.022	-0.39
O	6.835	18.226	29.714	0.702	-0.081	0.171
O	12.822	10.044	27.239	-0.366	0.03	-0.33
O	8.908	13.198	28.387	0.297	0.378	-0.276
O	13.925	16.617	25.331	-0.536	-0.299	0.385
O	8.459	21.206	32.435	0.445	0.121	-0.482
O	7.533	16.403	33.415	-0.107	-0.037	-0.159
O	19.968	6.819	28.532	0.125	0.532	0.17
O	16.252	5.883	28.294	-0.533	-0.217	0.084
O	15.843	17.175	27.16	-0.192	-0.106	0.23
O	18.603	17.453	27.879	0.168	0.553	-0.044
O	19.687	12.517	32.121	0.11	-0.048	0.188
O	6.596	12.635	27.383	-0.206	-0.075	-0.069
O	11.116	7.547	32.662	-0.245	-0.036	-0.116
O	19.168	13.423	26.467	0.224	0.104	0.207
O	15.568	12.499	23.251	-0.059	-0.155	0.221
O	10.942	12.853	32.929	0.11	0.152	-0.075
O	10.143	4.791	24.209	-0.312	-0.274	-0.018
O	15.325	9.949	26.37	-0.211	0.607	-0.587
O	13.71	10.909	22.281	0.212	-0.043	0.508
O	15.375	18.891	25.294	0.223	-0.037	-0.594
O	21.796	18.921	25.146	-0.388	0.325	0.467
O	13.492	18.503	27.058	-0.257	-0.293	0.183
O	12.309	19.378	30.456	-0.351	-0.1	0.206

Results
total energy: -101652.931 eV
total energy less fixed offsets of O -438.35, Si -107.03 eV per atom: 0.269 eV
